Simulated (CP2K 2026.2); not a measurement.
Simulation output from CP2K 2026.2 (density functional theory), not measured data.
Periodic cell of 504 atoms, Si360O144, from a study of silicon, its oxide and their interface. The atomic structure is a simulated model.
Doubt: the forces sum to 1.65 eV/angstrom along one axis rather than to zero, so they err by at least 0.0033 eV/angstrom per atom on average; the grid cutoff is modest.

Settings: functional PBE; method Gaussian and plane waves; basis set DZVP-MOLOPT-SR-GTH; pseudopotentials GTH-PBE; grid cutoff 300 Ry, relative cutoff 40 Ry; k points Gamma only; occupations fixed; spin none; net charge 0.

Cell vectors (angstrom)
a 16.32 0 0
b 0 16.32 0
c -2.6492 3.4083 33.2427

Atoms and the computed forces on them: element, x, y, z (angstrom), force x, y, z (eV/angstrom)
Si 1.633 -1.611 0.124 -0.147 0.141 0.763
Si 3.875 1.521 0.147 0.293 -0.216 0.668
Si 1.67 3.808 0.192 -0.26 0.237 0.713
Si 4.087 6.754 0.464 0.1 -0.007 0.502
Si 1.846 -7.372 -0.013 -0.259 0.302 0.668
Si 3.813 -3.87 0.077 0.151 -0.165 0.735
Si 6.916 -1.533 0.153 -0.123 0.245 0.727
Si 9.553 1.535 -0.119 -0.115 -0.103 0.757
Si 6.222 4.577 -0.056 0.205 -0.172 0.78
Si 9.192 7.113 -0.059 0.128 -0.212 0.74
Si 7.016 9.382 0.036 -0.205 0.108 0.709
Si -7.088 -3.687 -0.045 0.215 -0.338 0.687
Si -3.721 -1.647 0.03 -0.289 0.244 0.771
Si -1.595 1.519 0.161 0.215 -0.07 0.709
Si -3.768 3.787 -0.01 -0.125 0.21 0.731
Si -1.616 7.107 -0.038 0.146 -0.228 0.705
Si -3.953 -7.066 0.044 -0.106 0.176 0.697
Si -1.532 -3.903 0.23 0.109 -0.138 0.697
Si 2.732 -0.038 1.461 -0.005 -0.013 -0.047
Si 5.432 2.795 1.337 0.021 0.004 -0.041
Si 2.669 5.368 1.616 0.001 -0.013 -0.051
Si 5.52 8.245 1.485 0.029 0.011 -0.04
Si 2.723 -5.549 1.303 -0.026 0.003 -0.044
Si 5.392 -2.744 1.431 -0.002 0.002 -0.045
Si 8.177 0.121 1.255 0.012 0.009 -0.064
Si -5.402 2.745 1.331 0.002 0.011 -0.074
Si 8.038 5.498 1.206 0.002 -0.026 -0.065
Si -5.501 8.113 1.352 -0.007 -0.005 -0.053
Si 8.205 -5.378 1.299 0.007 0.041 -0.058
Si -5.433 -2.675 1.279 0.017 -0.005 -0.039
Si -2.739 -0.035 1.438 0 0 -0.032
Si 0.016 2.687 1.416 0.008 0 -0.044
Si -2.688 5.441 1.265 0.01 0.01 -0.057
Si 0.032 8.134 1.279 -0.002 0.01 -0.044
Si -2.787 -5.488 1.372 0.012 -0.001 -0.046
Si 0.042 -2.724 1.458 0.012 0.009 -0.036
Si 1.334 1.308 2.79 -0.013 -0.017 0.03
Si 4.084 4.003 2.854 0.01 -0.013 0.036
Si 1.27 6.796 2.791 -0.007 0.012 0.03
Si 4.106 9.572 2.775 0.004 0.033 0.035
Si 1.371 -4.179 2.722 0.027 -0.009 0.043
Si 4.107 -1.359 2.807 0.012 0.008 0.025
Si 6.831 1.437 2.664 -0.034 -0.024 0.016
Si 9.468 4.13 2.583 -0.005 0.035 0.029
Si 6.844 6.813 2.768 -0.011 -0.009 0.034
Si 9.538 -6.756 2.695 -0.009 -0.007 0.015
Si 6.8 -4.104 2.72 -0.011 -0.029 0.029
Si -6.784 -1.277 2.638 -0.01 0.008 0.023
Si -4.121 1.346 2.742 -0.014 0.003 0.021
Si -1.341 4.118 2.705 -0.003 0.002 0.018
Si -4.105 6.739 2.664 0.005 -0.01 0.017
Si -1.325 -6.807 2.674 -0.002 -0.004 0.039
Si -4.141 -4.088 2.694 -0.007 0.003 0.026
Si -1.328 -1.349 2.785 0.018 0.014 0.034
Si -0.01 -0.011 4.166 0.01 -0.006 0.028
Si 2.703 2.657 4.157 -0.006 0.007 0.011
Si -0.045 5.436 4.149 0.005 -0.022 0.018
Si 2.709 8.169 4.078 -0.004 0.008 -0.014
Si -0.013 -5.467 4.1 -0.018 0.013 0.011
Si 2.724 -2.768 4.088 -0.023 -0.013 -0.022
Si 5.487 0.048 4.071 -0.011 0.029 -0.005
Si 8.179 2.768 4.037 0.018 0.012 -0.012
Si 5.455 5.444 4.113 0.015 0.002 -0.022
Si 8.198 -8.129 4.086 -0.003 0.012 0.006
Si 5.461 -5.418 4.136 0.011 -0.018 0.023
Si 8.177 -2.682 4.011 0.011 0.005 -0.027
Si -5.466 0.006 4.099 -0.006 0.003 0.018
Si -2.724 2.733 4.046 0.008 -0.006 -0.008
Si -5.48 5.425 4.028 -0.008 -0.011 0.006
Si -2.719 8.129 4.008 0.006 0.001 -0.016
Si -5.449 -5.429 4.092 0.001 -0.012 0.023
Si -2.743 -2.737 4.055 -0.009 -0.003 -0.008
Si 1.379 -1.348 16.344 0.001 0.01 -0.007
Si 4.067 1.334 16.345 -0.008 -0.016 -0.003
Si 1.365 4.094 16.336 -0.007 0.003 0
Si 4.064 6.795 16.331 0.007 -0.011 0.001
Si 1.389 -6.783 16.351 0.014 0.01 -0.003
Si 4.079 -4.087 16.364 -0.005 -0.018 0.004
Si 6.789 -1.358 16.341 0.005 0.007 -0.002
Si -6.811 1.316 16.282 -0.011 -0.007 -0.014
Si 6.784 4.089 16.306 0.005 -0.003 -0.005
Si -6.821 6.766 16.29 -0.012 -0.007 -0.008
Si 6.781 -6.791 16.307 0.004 -0.008 -0.007
Si -6.841 -4.097 16.287 -0.005 -0.002 -0.011
Si -4.065 -1.332 16.303 0.012 0.012 0.002
Si -1.362 1.369 16.321 -0.004 -0.001 -0.007
Si -4.065 4.079 16.298 0.003 0.012 -0.005
Si -1.344 6.789 16.305 -0.016 0.01 -0.001
Si -4.055 9.545 16.275 0.004 0.015 -0.006
Si -1.339 -4.08 16.324 -0.006 0.005 -0.003
Si 2.715 -0.005 17.755 -0.008 0.006 0.012
Si 5.437 2.716 17.655 -0.006 0.002 -0.004
Si 2.71 5.452 17.721 -0.003 0.015 0.013
Si 5.433 8.163 17.663 0.01 0.021 -0.011
Si 2.733 -5.434 17.769 -0.003 -0.001 0.014
Si 5.438 -2.716 17.715 0.009 0.008 0.005
Si 8.164 -0.011 17.701 0.014 0.007 0.014
Si -5.449 2.686 17.59 -0.005 -0.015 -0.026
Si 8.139 5.424 17.692 0.012 0.002 0.027
Si -5.439 8.165 17.555 -0.003 0.008 -0.029
Si 8.124 -5.442 17.684 0.004 0 0.009
Si -5.478 -2.703 17.576 -0.015 -0.007 -0.025
Si -2.712 0.024 17.701 -0.012 -0.007 0.022
Si -0.005 2.732 17.677 0.004 0.007 -0.012
Si -2.687 5.421 17.67 -0.004 -0.017 0.024
Si 0.017 -8.168 17.659 0.004 0 -0.008
Si -2.701 -5.437 17.678 -0.003 -0.004 0.015
Si 0.032 -2.727 17.683 -0.006 -0.01 -0.013
Si 1.339 1.41 19.074 -0.02 0.012 -0.025
Si 4.091 4.058 19.031 0.004 -0.02 -0.019
Si 1.321 6.811 19.085 -0.013 0.01 -0.003
Si 4.102 -6.852 19.094 0.013 -0.026 -0.01
Si 1.369 -4.034 19.126 -0.007 0.014 -0.034
Si 4.085 -1.384 19.117 0 -0.013 -0.024
Si 6.813 1.402 19.028 -0.001 0.026 -0.023
Si -6.812 3.976 18.968 -0.022 -0.019 -0.036
Si 6.79 6.838 19.038 -0.006 0.022 -0.02
Si -6.796 9.461 18.938 0.01 -0.009 -0.023
Si 6.788 -4.073 19.088 -0.007 0.015 -0.009
Si 9.526 -1.422 19.028 0.013 -0.02 -0.016
Si -4.127 1.397 19.018 -0.002 0.014 -0.02
Si -1.348 4.053 19.082 0.014 -0.018 -0.018
Si -4.082 6.845 18.905 0 0.021 -0.029
Si -1.303 -6.805 19.027 0.009 0.001 -0.025
Si -4.136 -4.031 18.917 -0.006 0.003 -0.026
Si -1.31 -1.353 19.02 0.006 0.009 -0.026
Si 0.009 0.019 20.435 0.008 -0.007 0.043
Si 2.707 2.773 20.445 0.007 0.009 0.05
Si -0.004 5.422 20.476 -0.008 0.008 0.041
Si 2.695 8.139 20.472 0.003 0.018 0.055
Si 0.022 -5.44 20.454 0.006 0 0.042
Si 2.741 -2.722 20.569 -0.002 -0.014 0.048
Si 5.472 0.047 20.376 0.002 -0.008 0.04
Si 8.168 2.705 20.466 0.022 0.003 0.058
Si 5.437 5.44 20.36 0.004 0.012 0.036
Si 8.226 8.149 20.394 -0.011 -0.014 0.039
Si 5.455 -5.472 20.451 0.001 -0.009 0.036
Si 8.207 -2.768 20.467 -0.003 -0.014 0.047
Si -5.461 -0.013 20.347 0.007 0.001 0.062
Si -2.78 2.726 20.425 -0.004 -0.002 0.038
Si -5.433 5.416 20.148 -0.014 0.006 0.06
Si -2.709 -8.183 20.306 -0.007 -0.01 0.038
Si -5.463 -5.452 20.22 -0.017 0.006 0.05
Si -2.788 -2.676 20.266 0.003 0.004 0.054
Si 1.693 -0.968 21.785 -0.229 -0.299 -0.709
Si 3.968 1.265 21.713 0.199 0.192 -0.728
Si 1.559 4.298 21.858 -0.148 -0.176 -0.695
Si 3.829 6.485 21.717 0.031 0.145 -0.736
Si 1.58 -6.586 21.828 -0.152 -0.161 -0.723
Si 3.872 -4.394 21.839 0.117 0.204 -0.743
Si 6.982 -1.168 21.676 -0.071 -0.16 -0.726
Si -7.074 1.002 21.713 0.117 0.203 -0.742
Si 7.042 4.378 21.706 -0.087 -0.204 -0.729
Si -6.932 6.461 21.569 -0.001 0.233 -0.663
Si 7.123 -6.572 21.709 -0.138 -0.094 -0.69
Si 9.409 -4.402 21.722 0.044 0.236 -0.697
Si -3.878 -1.118 21.67 -0.092 -0.138 -0.739
Si -1.658 1.111 21.705 0.151 0.107 -0.698
Si -3.918 4.431 21.604 0.014 -0.242 -0.696
Si -1.63 6.595 21.701 0.199 0.097 -0.701
Si -3.888 -6.576 21.497 -0.127 -0.181 -0.733
Si -1.711 -4.287 21.532 0.234 0.092 -0.687
Si 0.061 2.483 24.001 -0.012 0.025 -0.086
Si 1.806 6.583 26.021 0.043 0.151 -0.05
Si -1.741 5.222 -6.925 -0.048 -0.015 -0.09
Si -7.138 -6.773 25.62 0.106 -0.05 -0.002
Si -5.312 -6.668 -2.792 -0.061 -0.034 0.04
Si -1.509 6.655 -3.022 0.028 0.049 0.085
Si -5.009 -3.03 23.891 0.071 -0.067 -0.172
Si 5.094 -5.732 -2.101 -0.011 0.017 0.112
Si 8.07 7.186 -5.331 -0.062 -0.01 -0.007
Si -5.028 -0.12 -2.273 -0.025 0.088 0.046
Si 2.929 7.054 -4.861 -0.011 -0.071 -0.053
Si -6.134 1.333 24.693 -0.06 0.005 -0.195
Si -3.743 -6.034 -6.535 0.042 -0.086 -0.041
Si -6.972 -0.552 -4.455 -0.085 0.071 -0.035
Si -1.533 -6.425 25.898 0.042 -0.071 0.01
Si -3.785 0.231 26.011 -0.014 0.195 0.061
Si -2.014 -3.882 24.362 -0.142 0.121 -0.02
Si 6.405 0.84 -6.881 0.117 -0.019 0.076
Si 1.107 -5.565 -4.467 -0.173 -0.086 0.028
Si -7.039 5.019 25.993 0.061 -0.096 -0.007
Si -2.154 -2.581 -4.411 0.089 0.017 -0.079
Si -0.819 -4.414 -2.655 -0.078 -0.029 0.034
Si 5.527 -2.791 24.006 -0.018 -0.077 -0.1
Si 5.436 -8.051 -6.085 0.14 -0.046 -0.031
Si -4.597 -4.263 -4.494 -0.075 -0.057 0.046
Si 5.421 2.925 24.017 -0.046 0.009 -0.146
Si 3.411 -1.801 26.099 -0.049 -0.041 -0.039
Si 3.714 -7.202 26.04 -0.035 0.024 0.03
Si 0.047 7.989 24.018 -0.042 0.084 -0.147
Si -4.051 4.698 -2.984 0.039 -0.072 0.169
Si 0.304 0.326 -1.939 -0.013 0.032 0.171
Si 1.106 -0.271 24.617 0.083 -0.051 -0.109
Si 2.668 4.113 -4.919 -0.048 0.004 0.068
Si -7.846 2.322 -4.933 -0.125 -0.15 -0.007
Si 1.214 3.153 -2.546 -0.063 0.044 0.028
Si -4.724 3.997 24.497 0.026 0.002 -0.161
Si 7.531 -4.309 25.964 -0.099 0.041 -0.023
Si -0.984 0.178 -4.684 -0.037 -0.01 -0.05
Si 7.706 2.327 25.873 0.025 0.138 0.034
Si 5.622 0.252 -2.001 -0.113 0.012 0.107
Si -5.476 8.132 23.694 0.015 -0.013 -0.14
Si -1.413 -1.442 25.934 0.028 -0.07 -0.054
Si -6.326 3.913 -7.079 -0.017 -0.028 -0.082
Si -0.249 4.501 -4.612 -0.005 -0.071 0.058
Si -7.073 -4.494 -3.027 -0.037 -0.021 0.045
Si 6.423 -4.131 -4.301 0.034 0 0.021
Si 6.249 -1.101 -4.566 0.082 0.03 -0.007
Si -3.463 1.833 -4.255 -0.004 -0.047 0.079
Si 2.642 -7.33 -2.768 -0.136 0.03 0.217
Si -2.303 3.057 25.832 0.084 -0.065 -0.018
Si 7.53 2.784 -2.053 0.024 0.007 0.073
Si -1.597 -6.783 -4.337 0.113 0.05 0.025
Si -6.206 6.758 -3.056 -0.003 0.104 0.126
Si 5.437 -8.16 23.88 0.061 0.027 -0.16
Si 1.367 -1.4 5.46 0.001 -0.016 0.008
Si 4.101 1.332 5.48 -0.008 -0.012 0.009
Si 1.349 4.069 5.466 0.01 0 0.019
Si 4.072 6.805 5.441 -0.009 0.005 0.022
Si 1.357 9.512 5.458 0.009 -0.007 0.002
Si 4.092 -4.07 5.478 0.006 0.005 0.007
Si 6.83 -1.339 5.414 0.004 -0.006 0.006
Si 9.506 1.389 5.428 -0.01 0 0.016
Si 6.824 4.09 5.447 -0.003 -0.011 0
Si -6.776 6.811 5.428 0 0.001 0.006
Si 6.814 -6.805 5.457 -0.006 -0.001 0.012
Si -6.814 -4.052 5.417 -0.009 0.007 0.005
Si -4.088 -1.366 5.43 0.013 -0.006 -0.008
Si -1.382 1.384 5.454 -0.003 0.009 0.007
Si -4.109 4.073 5.405 -0.008 0.01 -0.001
Si -1.407 6.806 5.46 -0.016 0.01 0.003
Si -4.062 -6.812 5.4 0.017 -0.001 -0.001
Si -1.381 -4.089 5.43 0.002 0.008 0.013
Si 2.731 -0.034 6.818 0.018 -0.002 -0.001
Si 5.455 2.727 6.806 -0.007 -0.002 0
Si 2.718 5.441 6.805 0 -0.004 0.003
Si 5.437 -8.161 6.804 0.01 0.002 -0.005
Si 2.719 -5.442 6.814 0.001 0.004 -0.001
Si 5.461 -2.691 6.797 -0.006 -0.001 0.001
Si 8.164 0.017 6.796 0.003 0.006 -0.004
Si -5.444 2.724 6.795 0.01 -0.011 0.001
Si -8.142 5.455 6.799 0.002 0.011 -0.003
Si -5.418 -8.156 6.788 0.006 -0.01 -0.006
Si -8.156 -5.421 6.796 -0.006 -0.002 0.001
Si -5.445 -2.72 6.795 0.001 0.003 -0.002
Si -2.735 0.001 6.796 -0.005 0.001 0.005
Si -0.014 2.721 6.823 -0.006 0.004 0.002
Si -2.762 5.435 6.797 -0.001 -0.004 0
Si -0.014 8.154 6.807 0 -0.008 0.003
Si -2.725 -5.456 6.791 -0.002 0 -0.007
Si -0.016 -2.739 6.805 -0.005 0 -0.002
Si 1.361 1.348 8.157 0 0.004 -0.007
Si 4.085 4.082 8.161 0.003 0 -0.002
Si 1.352 6.797 8.162 0.003 0.001 -0.002
Si 4.082 -6.801 8.167 -0.004 -0.013 -0.003
Si 1.352 -4.086 8.168 0 0.008 -0.003
Si 4.095 -1.366 8.181 -0.008 -0.002 0.005
Si 6.801 1.362 8.167 -0.002 -0.006 0
Si -6.795 4.087 8.161 0.002 -0.003 -0.005
Si 6.803 6.801 8.159 -0.007 -0.005 -0.005
Si -6.789 -6.792 8.144 0.006 0.001 -0.012
Si 6.804 -4.068 8.158 0.004 0.001 -0.004
Si -6.797 -1.352 8.154 -0.001 0.003 -0.002
Si -4.09 1.36 8.158 -0.005 0.005 -0.001
Si -1.381 4.088 8.162 -0.002 -0.01 -0.004
Si -4.089 6.803 8.171 0.001 0.009 -0.002
Si -1.363 -6.799 8.165 -0.005 0.004 -0.004
Si -4.085 -4.088 8.15 0.005 -0.001 -0.006
Si -1.366 -1.36 8.154 0.003 -0.006 -0.006
Si 0 -0.007 9.518 0 -0.003 -0.002
Si 2.721 2.716 9.515 0.006 -0.004 -0.001
Si -0.009 5.439 9.521 -0.007 0.005 -0.002
Si 2.717 -8.162 9.52 -0.004 0.001 -0.001
Si -0.004 -5.442 9.528 0.003 -0.008 -0.004
Si 2.719 -2.726 9.523 0.006 -0.008 0.002
Si 5.443 0.006 9.531 -0.006 0.005 0.004
Si -8.158 2.724 9.52 0.002 -0.001 -0.003
Si 5.444 5.441 9.521 0.001 0.001 0.004
Si -8.155 -8.151 9.509 -0.003 0.001 -0.008
Si 5.442 -5.433 9.516 -0.008 0.01 -0.002
Si -8.156 -2.712 9.519 -0.003 0.002 -0.003
Si -5.443 0.001 9.521 0.005 0 -0.002
Si -2.726 2.717 9.52 0 -0.001 -0.004
Si -5.445 5.444 9.528 0 0.004 -0.003
Si -2.72 -8.16 9.525 0.008 -0.01 0.002
Si -5.438 -5.441 9.519 -0.001 -0.005 -0.005
Si -2.723 -2.725 9.512 -0.003 0.001 0.002
Si 1.362 -1.361 10.883 0.007 0 -0.001
Si 4.075 1.36 10.886 0.004 -0.002 0.003
Si 1.359 4.078 10.874 -0.006 0 -0.002
Si 4.079 -9.522 10.878 -0.001 -0.003 0.001
Si 1.362 -6.799 10.881 0 0 0.006
Si 4.077 -4.084 10.88 -0.013 -0.002 0.001
Si 6.802 -1.357 10.883 -0.003 -0.004 0.002
Si -6.805 1.358 10.879 0.003 -0.001 -0.001
Si -9.522 4.079 10.883 -0.003 -0.003 0.002
Si -6.808 -9.517 10.881 0.002 -0.005 -0.002
Si -9.517 -6.794 10.872 0.005 -0.001 -0.003
Si -6.801 -4.082 10.876 0.005 -0.003 0
Si -4.078 -1.361 10.874 -0.005 0.003 -0.004
Si -1.357 1.357 10.874 -0.004 0.004 -0.002
Si -4.081 4.082 10.879 -0.001 0.003 -0.001
Si -1.358 6.802 10.883 -0.002 0.009 0.005
Si -4.077 -6.796 10.884 0.001 -0.003 -0.002
Si -1.36 -4.077 10.884 0.001 0.003 0
Si 2.719 -0.002 12.251 -0.003 0.002 0.005
Si 5.434 2.72 12.242 -0.004 -0.004 0.001
Si 2.72 5.437 12.24 0.002 0.003 0.004
Si 5.437 -8.153 12.23 0 0.003 -0.002
Si 2.718 -5.438 12.245 0.008 -0.005 0.001
Si 5.433 -2.717 12.233 -0.003 -0.005 -0.004
Si 8.156 0.002 12.245 0.003 0.003 0.004
Si -5.442 2.719 12.229 0.001 0 -0.001
Si -8.166 5.441 12.244 -0.002 0.005 0.003
Si -5.442 -8.16 12.234 -0.001 -0.002 0
Si -8.164 -5.438 12.242 -0.003 0.005 0.004
Si -5.439 -2.721 12.23 0.001 0 -0.001
Si -2.712 -0.005 12.235 -0.002 -0.002 0
Si 0.005 2.714 12.235 0.001 -0.002 0.004
Si -2.717 5.438 12.239 0.002 -0.002 0.001
Si 0.007 8.16 12.239 0.001 -0.001 -0.001
Si -2.714 -5.437 12.248 -0.006 -0.003 0.004
Si 0.007 -2.721 12.245 -0.004 0.003 0.003
Si 1.359 1.361 13.611 -0.002 0.002 0.009
Si 4.07 4.071 13.606 0.002 -0.003 0.003
Si 1.37 6.808 13.601 -0.006 0.003 0.001
Si 4.079 -6.798 13.598 -0.008 0.004 0.001
Si 1.368 -4.075 13.613 0.006 -0.008 0.003
Si 4.08 -1.368 13.609 0.008 -0.007 -0.001
Si 6.787 1.357 13.604 -0.003 0.002 0.005
Si -6.803 4.067 13.593 0.004 -0.001 0.002
Si 6.784 -9.517 13.593 0.002 0 0.001
Si -6.803 -6.806 13.595 0.005 -0.004 0.006
Si 6.782 -4.077 13.593 -0.005 0.008 0.001
Si 9.515 -1.372 13.591 0.008 -0.003 0.002
Si -4.075 1.363 13.58 -0.002 -0.002 -0.003
Si -1.349 4.079 13.591 -0.011 0.007 0.002
Si -4.08 6.801 13.592 -0.004 0.002 -0.001
Si -1.342 9.521 13.602 0.006 -0.005 0.002
Si -4.075 -4.065 13.598 -0.01 0.003 -0.001
Si -1.348 -1.358 13.604 -0.004 0.008 0.004
Si 0.006 0 14.976 -0.001 -0.005 -0.003
Si 2.717 2.713 14.983 0.001 0.002 0.002
Si 0.016 5.438 14.95 0.01 -0.002 -0.005
Si 2.726 8.171 14.97 0.01 -0.002 0.003
Si 0.019 -5.443 14.972 -0.009 -0.002 0.001
Si 2.73 -2.722 14.987 -0.002 0.008 0.002
Si 5.431 -0.007 14.971 -0.004 0 -0.004
Si 8.149 2.715 14.958 0.005 -0.005 -0.003
Si 5.422 5.444 14.954 -0.01 0.011 -0.002
Si 8.145 -8.164 14.954 -0.007 0.004 0.003
Si 5.422 -5.43 14.962 0.012 0.002 -0.005
Si 8.133 -2.716 14.951 0 -0.007 -0.001
Si -5.432 -0.007 14.924 -0.001 0.001 -0.003
Si -2.712 2.717 14.942 -0.002 -0.001 0
Si -5.438 5.429 14.94 0.003 -0.004 -0.004
Si -2.706 8.154 14.945 -0.005 0.001 -0.006
Si -5.444 -5.43 14.937 0.003 -0.001 -0.002
Si -2.705 -2.714 14.966 -0.002 -0.007 0
O 2.894 0.102 22.112 0 -0.072 0.176
O -0.434 6.152 -7.034 -0.181 0.598 0.358
O -0.995 6.678 -1.484 0.712 -0.413 -0.088
O 2.725 5.39 22.279 0.112 -0.061 0.229
O -1.366 -3.503 22.926 0.375 0.356 -0.009
O -8.09 -5.453 22.194 -0.182 0.112 0.136
O -0.373 5.972 -3.946 0.372 0.263 -0.182
O 7.506 5.836 -6.048 0.214 -0.518 0.237
O 2.713 -2.739 -0.374 0.171 -0.169 -0.35
O -6.386 1.443 23.112 0.371 0.472 -0.108
O 6.697 -3.547 24.817 0.4 0.102 0.08
O 4.544 1.93 23.091 -0.285 -0.228 0.256
O 2.304 -0.737 25.591 0.25 0.344 -0.049
O 6.228 -1.764 22.983 -0.001 0.194 0.329
O -1.488 4.272 -5.631 -0.236 -0.425 0.072
O -0.787 -4.56 -1.06 0.219 -0.32 -0.003
O -8.095 5.442 22.136 -0.223 0.09 0.666
O 6.151 -1.038 -1.195 0.186 -0.177 -0.352
O -4.336 4.328 -1.432 -0.383 -0.039 -0.031
O -2.755 -0.024 22.183 -0.048 0.206 0.128
O -4.094 -1.142 -1.464 0.33 -0.227 -0.534
O 4.614 -3.851 23.186 -0.241 -0.371 0.256
O -5.9 0.658 -1.164 0.127 -0.002 -0.163
O -5.956 6.884 22.811 -0.036 -0.381 0.199
O 6.411 -6.226 -1.302 0.386 0.274 -0.185
O -5.363 2.669 25.132 0.173 -0.051 0.146
O -6.931 3.386 -5.696 0.239 0.355 0.206
O -2.659 2.637 -0.388 -0.07 0.009 -0.265
O -7.54 2.666 -1.025 0.177 0.552 0.112
O -2.793 -5.452 21.958 0.06 0 0.54
O -4.744 -6.543 -1.28 -0.05 0.124 -0.05
O -2.872 1.545 25.809 0.125 -0.075 -0.143
O -2.794 5.514 22.128 0.126 0.087 0.514
O -2.914 -1.026 25.532 -0.378 -0.23 -0.362
O -7.506 1.205 25.53 -0.125 -0.588 0.268
O -1.884 1.506 -4.468 0.189 0.474 0.073
O 2.951 7.73 -0.237 -0.062 -0.045 -0.398
O 0.657 -4.616 -3.248 0.368 0.493 0.301
O -4.101 0.888 -3.113 0.146 -0.106 -0.124
O 6.79 -8.138 -5.182 -0.117 0.271 0.583
O 2.777 -5.888 26.112 -0.288 0.029 -0.353
O -6.582 -3.989 -1.565 0.374 0.405 -0.215
O 1.243 1.636 -2.009 0.484 -0.19 -0.106
O 1.149 4.405 -5.432 0.01 0.332 -0.761
O -3.149 4.028 24.846 0.178 0.201 -0.307
O -1.042 0.722 -1.145 -0.366 -0.288 -0.198
O 4.62 7.097 22.996 -0.123 -0.454 0.236
O 2.867 2.757 -0.162 0.071 0.134 -0.364
O 4.384 -7.158 24.573 -0.101 0.132 -0.405
O 8.102 -0.08 22.174 0.225 -0.13 0.125
O -6.821 -7.447 24.189 -0.42 0.096 -0.272
O -6.934 1.065 -4.498 0.487 0.202 -0.065
O 5.379 -0.202 -3.528 -0.613 0.342 -0.141
O 8.036 -2.613 -0.317 -0.049 0.002 -0.236
O 5.796 -2.645 -4.44 -0.534 0.213 0.165
O 4.302 0.851 -1.289 -0.556 0.105 -0.408
O 4.13 -7.022 -2.208 0.41 -0.462 -0.007
O -1.286 -2.97 25.473 0.197 -0.346 0.36
O -6.003 -3.968 23.008 0.063 -0.442 0.107
O -3.094 6.128 -6.768 0.027 0.127 0.707
O 0.062 0.243 -5.925 0.266 0.164 0.18
O -6.021 -0.969 -3.225 0.267 -0.484 -0.108
O -5.366 5.463 -3.535 -0.064 -0.343 -0.223
O -4.613 -1.761 22.969 -0.312 0.257 0.371
O -5.63 5.128 25.2 0.028 0.396 0.224
O -2.596 -6.697 -5.601 0.027 -0.288 -0.21
O 1.038 6.863 24.625 -0.005 -0.202 -0.105
O -2.824 5.732 -3.087 -0.107 0.154 -0.075
O 8.098 -8.055 -0.468 0.142 0.268 -0.284
O 6.484 -7.288 23.026 0.18 0.151 0.165
O 2.714 -5.48 22.284 -0.021 0.005 0.289
O -3.672 -3.013 -4.07 -0.195 0.11 0.386
O 5.42 -5.165 -3.574 -0.145 -0.244 -0.495
O -3.722 3.37 -3.834 0.085 0.114 -0.281
O 4.502 3.823 24.994 0.066 0.282 0.044
O -7.75 -5.336 25.286 0.341 0.174 -0.345
O 1.119 -1.217 23.291 -0.07 -0.629 0.07
O 1.148 4.208 -1.308 -0.163 0.591 -0.155
O -2.608 -2.792 -0.284 -0.002 0.025 -0.255
O -3.636 -3.768 24.337 -0.183 -0.227 0.264
O 6.634 4.022 -1.539 0.038 0.183 -0.762
O -1.308 -2.934 -3.083 0.189 0.355 0.562
O 7.828 -1.028 -4.199 0.083 -0.261 0.336
O 1.55 -7.014 -1.59 -0.344 0.114 -0.248
O -6.537 6.578 -1.479 0.369 -0.508 -0.063
O -0.753 3.042 25.31 0.309 0.369 0.168
O -0.054 -0.132 -3.42 0.186 -0.525 -0.165
O 2.468 5.119 25.948 -0.356 -0.457 -0.255
O 2.418 7.505 -3.383 -0.172 -0.365 0.258
O 3.45 5.522 -4.782 0.664 -0.171 -0.086
O -1.568 -5.379 24.687 0.029 -0.169 -0.529
O -7.986 3.783 25.545 -0.215 0.161 -0.143
O 6.199 7.35 25.038 -0.31 -0.214 -0.051
O -1.789 -5.553 -3.287 -0.49 -0.002 0.076
O -5.647 5.35 -6.82 -0.021 0.379 0.338
O -4.573 -7.169 22.841 0.18 0.029 0.194
O 5.073 5.721 -0.388 0.072 0.035 -0.368
O -2.789 -8.125 -0.416 0.074 0.084 -0.33
O -5.309 8.106 -3.259 0.512 -0.084 -0.096
O -0.132 3.399 -3.431 -0.482 -0.386 0.105
O 6.426 2.054 24.93 0.063 -0.606 0.056
O 0.905 -7.249 23.16 -0.183 0.209 0.453
O -6.139 -3.866 -4.202 -0.158 0.37 -0.351
O 7.744 -4.084 -3.374 -0.091 0.271 0.158
O -4.399 -5.671 -3.683 0.285 -0.021 -0.126
O -7.173 7.89 -6.29 -0.189 -0.078 0.145
O 3.436 3.175 -5.966 0.043 -0.373 0.071
O 6.746 -4.673 -5.783 0.29 -0.004 -0.251
O -4.589 7.726 24.988 0.158 -0.477 0.11
O -5.852 -2.602 25.193 0.01 0.382 0.096
O -0.675 -7.657 25.293 0.366 -0.106 0.467
O -0.057 -6.641 -4.844 0.089 -0.526 -0.219
O 1.054 -0.893 -1.212 0.085 -0.159 -0.367
O -2.068 -1.024 -4.807 -0.386 -0.09 -0.069
O 5.365 -6.645 -6.865 -0.451 -0.114 -0.033
O -6.413 -1.177 -5.828 -0.07 -0.169 0.101
O 1.815 7.132 -6.034 -0.147 0.291 0.138
O -4.141 -4.553 -6.016 -0.018 0.606 -0.247
O -1.525 -3.39 -5.671 -0.097 -0.419 0.138
O -6.836 -6.108 -2.948 -0.479 -0.326 -0.249
O -1.067 1.828 23.039 -0.205 0.067 0.229
O 1.475 -4.669 -5.735 -0.013 0.501 0.275
O 4.14 8.072 -5.167 -0.236 0.562 0.165
O 5.568 4.328 -6.991 0.019 -0.016 0.08
O 2.522 3.4 -3.472 0.525 -0.205 0.164
O -5.177 -6.772 -6.412 -0.183 0.117 0.468
O 4.575 -1.957 24.997 0.002 0.318 0.183
O -4.824 3.996 22.89 -0.277 -0.493 0.174
O -1.045 7.286 23.056 0.012 -0.091 0.453
O 0.853 3.665 23.202 0.172 -0.007 0.183
O 7.318 1.773 -5.918 -0.1 0.019 0.048
O -1.822 8.135 -3.575 -0.081 0.117 -0.155
O -5.107 0.171 25.09 -0.036 -0.56 -0.014
O 2.434 -6.313 -3.997 0.329 0.217 -0.189
O 7.914 3.036 -3.596 -0.151 0.581 -0.208
O 4.419 -4.51 -1.287 0.213 0.36 -0.354
O 6.306 3.889 23.07 0.181 0.422 0.503
O 1.168 1.337 24.345 0.355 0.141 0.247
O -7.574 6.851 -3.912 -0.385 -0.067 0.46
O -0.348 -0.476 25.253 -0.26 0.276 -0.006
O -7.806 6.37 25.612 0.115 0.144 -0.554
O 6.007 -0.501 -6.053 -0.286 -0.435 -0.31
O 6.764 1.378 -1.943 0.283 -0.282 0.081
O -4.181 1.518 -5.66 -0.154 -0.334 0.365

Results
total energy: -101657.739 eV
total energy less fixed offsets of O -438.25, Si -107.07 eV per atom: -4.539 eV
